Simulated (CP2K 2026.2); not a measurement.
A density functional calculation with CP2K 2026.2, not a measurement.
Periodic cell of 504 atoms, Si360O144, from a study of silicon, its oxide and their interface. The atomic structure is a simulated model.
Doubt: the forces sum to 1.67 eV/angstrom along one axis rather than to zero, so they err by at least 0.0033 eV/angstrom per atom on average; the grid cutoff is modest.

Settings
functional: PBE
method: Gaussian and plane waves
basis set: DZVP-MOLOPT-SR-GTH
pseudopotentials: GTH-PBE
grid cutoff: 300 Ry, relative cutoff 40 Ry
k points: Gamma only
occupations: fixed
spin: none
net charge: 0

Cell vectors (angstrom)
a	16.32	0	0
b	0	16.32	0
c	8.1299	-0.0943	34.2772

Atoms and the computed forces on them: element, x, y, z (angstrom), force x, y, z (eV/angstrom)
Si	1.758	-1.599	0.205	-0.198	-0.063	0.714
Si	3.77	1.541	0.468	0.003	0.128	0.635
Si	1.789	3.865	0.004	-0.243	0.107	0.688
Si	4.356	6.697	0.19	-0.177	-0.008	0.732
Si	1.032	-6.601	0.193	0.237	0.063	0.771
Si	3.988	-3.798	-0.024	0.114	-0.244	0.674
Si	7.046	-1.505	0.056	-0.247	0.153	0.729
Si	9.756	1.045	-0.188	-0.17	0.306	0.741
Si	6.372	4.326	-0.019	0.229	-0.092	0.745
Si	9.215	7.214	-0.087	0.249	-0.422	0.662
Si	6.879	9.315	0.3	-0.03	0.263	0.713
Si	-7.093	-3.781	0.097	0.144	-0.169	0.695
Si	-4.303	-1.149	0.021	0.198	-0.107	0.798
Si	-1.542	1.626	0.065	0.106	-0.16	0.786
Si	-3.742	3.854	-0.059	-0.173	0.116	0.725
Si	-1.531	7.085	-0.199	0.216	-0.29	0.699
Si	-3.993	-7.204	-0.185	-0.208	0.361	0.693
Si	-1.128	-4.469	0.348	0.115	0.052	0.739
Si	2.643	-0.034	1.704	-0.001	-0.017	-0.013
Si	5.396	2.818	1.502	0.019	0.027	-0.039
Si	2.768	5.466	1.411	-0.008	-0.009	-0.065
Si	5.466	8.112	1.635	-0.006	-0.011	-0.015
Si	2.785	-5.432	1.261	0	0.004	-0.034
Si	5.462	-2.649	1.387	0.006	0.016	-0.027
Si	8.206	0.063	1.32	0.022	-0.004	-0.047
Si	-5.433	2.699	1.128	0.024	-0.022	-0.066
Si	8.152	5.422	1.112	-0.025	0.013	-0.073
Si	-5.484	8.143	1.344	-0.022	0.004	-0.049
Si	8.122	10.944	1.429	0.015	0.016	-0.041
Si	-5.44	-2.712	1.355	0.008	0.035	-0.031
Si	-2.709	0.01	1.322	0.001	-0.009	-0.045
Si	0.062	2.802	1.297	0.005	-0.001	-0.028
Si	-2.623	5.469	1.219	-0.014	0.01	-0.035
Si	-0.122	8.137	1.419	-0.001	-0.012	-0.061
Si	-2.834	-5.657	1.352	-0.032	-0.031	-0.032
Si	0.089	-2.769	1.409	-0.008	0.022	-0.029
Si	1.224	1.393	2.83	-0.029	0.046	0.02
Si	4.062	4.145	2.87	-0.009	-0.005	0.035
Si	1.322	6.795	2.705	0.029	0.008	0.015
Si	4.034	9.547	2.76	-0.018	0.048	0.017
Si	1.444	-4.123	2.758	0.023	-0.045	0.024
Si	4.154	-1.352	2.862	-0.004	-0.046	0.022
Si	6.835	1.403	2.701	-0.023	-0.025	0.004
Si	9.52	4.064	2.514	-0.007	0.003	-0.005
Si	6.911	6.705	2.759	0.039	-0.04	0.039
Si	9.55	9.571	2.72	-0.006	0.001	0.011
Si	6.751	12.27	2.779	-0.031	-0.021	0.026
Si	-6.797	-1.331	2.721	-0.011	0.001	0.049
Si	-4.105	1.382	2.639	-0.011	0.009	0.035
Si	-1.3	4.15	2.668	-0.009	-0.012	0.028
Si	-4.079	6.743	2.63	0.015	0.001	0.002
Si	-1.494	-6.914	2.815	0.043	0.046	0.029
Si	-4.086	-4.134	2.659	0.001	0.013	0.011
Si	-1.343	-1.373	2.674	0.017	0.016	0.003
Si	-0.091	-0.008	4.134	-0.012	0.01	0.016
Si	2.678	2.725	4.139	0.022	0.015	-0.02
Si	0.008	5.449	4.107	-0.022	0.003	-0.003
Si	2.674	8.167	4.082	-0.006	-0.017	-0.004
Si	-0.019	-5.486	4.055	-0.018	0.019	-0.038
Si	2.759	-2.749	4.148	-0.019	0.013	-0.016
Si	5.512	0.045	4.128	0.005	-0.001	0.026
Si	8.206	2.758	4.016	0.005	0.007	-0.007
Si	5.491	5.454	4.165	0.012	-0.019	-0.013
Si	8.216	8.153	4.071	-0.006	0.005	-0.012
Si	5.409	10.887	4.123	0.02	0.015	-0.007
Si	8.155	-2.69	4.091	0.01	0.007	-0.007
Si	-5.424	0.026	4.059	-0.001	-0.01	-0.016
Si	-2.717	2.75	3.988	0.007	-0.004	-0.011
Si	-5.458	5.391	3.966	0.013	-0.002	0.013
Si	-2.807	8.06	4.142	-0.009	-0.01	-0.018
Si	-5.431	-5.42	4.095	-0.013	-0.01	0.005
Si	-2.717	-2.749	4.011	-0.003	-0.002	0.009
Si	1.355	-1.346	16.294	-0.001	-0.006	-0.015
Si	4.085	1.394	16.294	-0.007	0.009	-0.011
Si	1.339	4.11	16.301	0.007	-0.011	-0.016
Si	4.075	6.81	16.292	0.005	0.007	-0.012
Si	1.377	-6.823	16.298	0.003	0.001	0.002
Si	4.064	-4.093	16.269	-0.009	-0.003	-0.019
Si	6.831	-1.344	16.318	0.009	0.017	0.004
Si	-6.8	1.387	16.386	-0.008	-0.002	0.006
Si	6.819	4.078	16.343	-0.013	0.002	-0.006
Si	-6.79	6.769	16.305	0.005	-0.001	-0.008
Si	6.795	9.513	16.269	-0.004	0.012	-0.008
Si	-6.8	-4.084	16.324	0.013	-0.003	-0.008
Si	-4.108	-1.351	16.316	-0.008	0.002	-0.004
Si	-1.398	1.365	16.311	-0.005	-0.016	-0.024
Si	-4.077	4.063	16.388	0.004	0.004	-0.004
Si	-1.38	6.781	16.386	-0.007	-0.007	0.003
Si	-4.059	9.5	16.34	0.001	0.007	-0.01
Si	-1.369	-4.083	16.283	0	-0.003	-0.006
Si	2.678	0.08	17.623	-0.004	-0.006	0.004
Si	5.462	2.706	17.691	-0.013	-0.002	-0.006
Si	2.741	5.435	17.648	-0.015	0	0.017
Si	5.41	8.202	17.635	0.005	-0.01	-0.008
Si	2.733	-5.46	17.657	0.007	-0.007	0.005
Si	5.432	-2.73	17.587	0.003	-0.004	0.014
Si	8.167	0.011	17.743	-0.008	0	0
Si	-5.455	2.751	17.788	0.008	0	0.026
Si	8.184	5.441	17.702	-0.008	-0.017	0.015
Si	-5.403	8.082	17.663	0	0.007	-0.003
Si	8.16	10.835	17.637	-0.018	0.002	0.008
Si	-5.451	-2.713	17.69	0.021	-0.01	-0.008
Si	-2.751	-0.003	17.676	0.008	0.026	0.005
Si	-0.09	2.798	17.632	-0.004	0.011	-0.023
Si	-2.738	5.411	17.796	0.018	-0.011	-0.013
Si	0.047	-8.182	17.682	0.015	-0.005	0.011
Si	-2.706	-5.421	17.676	-0.008	-0.012	0.016
Si	0.01	-2.745	17.626	-0.007	0.009	-0.007
Si	1.268	1.478	18.939	0.014	-0.021	-0.034
Si	4.101	4.085	19.013	0.009	-0.007	-0.014
Si	1.402	6.746	19.051	-0.005	0.017	-0.045
Si	4.066	-6.806	19.064	0.019	0.006	-0.004
Si	1.376	-4.094	18.988	-0.017	0.019	-0.02
Si	4.1	-1.29	18.873	0.005	-0.001	-0.036
Si	6.812	1.387	19.113	-0.002	0.001	-0.018
Si	-6.797	4.163	19.186	0.032	0.015	-0.016
Si	6.782	6.854	18.95	-0.002	0.008	-0.03
Si	-6.754	9.457	18.954	-0.013	0.004	-0.01
Si	6.726	-4.157	18.942	-0.021	-0.022	-0.046
Si	9.5	-1.401	19.092	-0.006	-0.002	0.001
Si	-4.091	1.326	19.103	-0.012	0.012	-0.027
Si	-1.368	4.056	19.18	-0.003	-0.006	0.008
Si	-4.132	6.75	19.153	-0.026	-0.01	-0.003
Si	-1.283	-6.76	18.991	0.022	0.018	-0.044
Si	-4.074	-4.056	19.044	0.001	0.019	-0.025
Si	-1.357	-1.395	18.959	0	-0.001	-0.037
Si	-0.096	0.091	20.236	-0.014	0.008	0.039
Si	2.635	2.791	20.324	-0.001	0.036	0.032
Si	0.082	5.403	20.496	0.022	0.002	0.079
Si	2.769	8.102	20.422	-0.004	-0.03	0.036
Si	0.102	-5.448	20.424	0.023	-0.023	0.053
Si	2.734	-2.631	20.184	0.015	-0.007	0.072
Si	5.407	-0.022	20.364	0.022	0.01	0.045
Si	8.153	2.757	20.515	-0.017	-0.016	0.035
Si	5.483	5.491	20.314	-0.007	0	0.046
Si	8.142	8.181	20.309	-0.011	-0.001	0.05
Si	5.398	-5.443	20.437	0.003	0.034	0.036
Si	8.062	-2.835	20.299	0.004	-0.013	0.042
Si	-5.416	-0.1	20.479	0.025	0.016	0.042
Si	-2.783	2.704	20.545	-0.032	-0.012	0.062
Si	-5.512	5.552	20.72	-0.028	-0.004	0.045
Si	-2.637	-8.177	20.279	0.017	-0.009	0.045
Si	-5.425	-5.511	20.318	-0.004	0.007	0.035
Si	-2.631	-2.742	20.4	0.003	-0.022	0.034
Si	1.543	-1.037	21.393	-0.061	-0.12	-0.754
Si	3.736	1.159	21.514	0.251	0.052	-0.691
Si	1.732	4.358	21.875	-0.325	-0.206	-0.72
Si	3.998	6.586	21.751	0.173	0.288	-0.705
Si	1.182	-7.109	21.714	0.132	0.21	-0.776
Si	4.184	-3.78	21.581	0.007	-0.144	-0.669
Si	6.488	-1.705	21.613	0.023	0.121	-0.71
Si	-6.576	1.503	21.73	-0.22	-0.145	-0.769
Si	6.984	4.427	21.737	-0.019	-0.26	-0.672
Si	-7.239	6.805	21.967	0.379	0.063	-0.659
Si	7.019	-6.636	21.682	-0.248	-0.035	-0.707
Si	9.213	-4.439	21.552	0.066	-0.004	-0.719
Si	-3.799	-1.274	21.783	-0.187	-0.104	-0.708
Si	-1.651	1.029	21.76	0.082	0.151	-0.732
Si	-4.415	3.799	21.9	0.184	0.245	-0.766
Si	-1.093	7.055	21.642	-0.033	-0.135	-0.715
Si	-3.715	-6.585	21.542	-0.286	-0.163	-0.678
Si	-1.467	-4.311	21.741	0.273	0.277	-0.668
Si	-4.908	2.505	-4.797	-0.026	0.155	-0.017
Si	5.85	-5.314	-2.039	-0.051	0.083	0.118
Si	2.461	-5.297	23.831	-0.015	0.017	-0.112
Si	2.61	-8.156	-1.947	0.095	-0.079	0.08
Si	-5.964	-2.664	26.655	0.016	0.023	0.063
Si	6.266	0.511	-7.239	0.048	-0.039	0.066
Si	7.474	-0.811	-4.909	0.127	0.002	-0.073
Si	6.356	2.828	-2.804	-0.064	-0.019	0.171
Si	-4.498	-6.212	24.301	0.036	-0.003	0.009
Si	-6.022	6.35	26.364	0.068	0.011	0.023
Si	-3.767	4.682	-2.998	-0.04	-0.004	0.14
Si	-0.373	1.345	24.606	0.037	-0.008	-0.11
Si	6.363	-0.543	25.895	0.054	-0.026	-0.092
Si	1.73	5.322	-2.862	0.082	-0.036	0.206
Si	-2.433	-7.72	26.189	-0.126	0.051	-0.139
Si	-1.512	6.28	24.525	-0.034	-0.001	-0.115
Si	7.227	5.889	26.04	-0.056	0.224	-0.103
Si	4.464	-1.312	-4.189	-0.015	-0.122	-0.058
Si	4.331	2.628	-6.969	0.085	-0.028	0.022
Si	-4.897	6.925	-4.854	-0.043	-0.049	0.002
Si	-2.335	-2.599	-1.72	-0.067	0.151	0.055
Si	6.864	-5.047	-7.028	0.007	0.087	-0.122
Si	4.207	7.202	-5.857	-0.066	0.056	-0.036
Si	5.505	2.498	23.561	0.029	0.131	-0.02
Si	4.19	-3.994	-5.626	-0.037	0.038	0.041
Si	-1.028	6.155	-3.212	-0.089	0.214	0.156
Si	5.44	3.655	26.305	-0.147	-0.034	-0.084
Si	-6.971	-7.667	24.698	-0.145	-0.053	-0.179
Si	-0.106	-0.346	-1.795	-0.026	0.065	0.147
Si	3.463	-0.112	-6.676	0.126	0.016	-0.022
Si	4.017	-1.896	25.239	-0.089	-0.023	0.029
Si	5.236	0.029	-1.832	0.121	0.033	0.024
Si	1.111	-1.257	24.252	-0.066	0.03	0.009
Si	-2.474	1.528	-6.017	0.015	-0.011	-0.018
Si	-0.464	-2.313	-6.562	-0.045	0.045	0.086
Si	4.275	4.547	-4.516	-0.017	-0.041	0.083
Si	-5.147	-3.332	23.738	0.173	0.006	-0.145
Si	4.569	-4.755	25.784	-0.005	0	-0.066
Si	-1.994	7.623	-5.789	0.152	0.025	0.047
Si	0.764	4.164	24.864	0.053	-0.044	-0.204
Si	-7.453	1.408	-3.262	0.002	-0.01	0.185
Si	-3.917	4.496	24.967	-0.035	-0.037	-0.15
Si	6.534	-6.941	26.183	0.033	-0.033	-0.048
Si	-2.493	-2.553	-4.55	0.13	0.074	-0.203
Si	7.721	0.309	23.571	0.06	-0.042	-0.075
Si	-4.747	-2.946	-6.427	0.073	-0.055	-0.14
Si	-7.484	-3.613	-5.242	-0.026	0.019	0.121
Si	3.954	-6.467	-4.094	0.05	-0.005	0.078
Si	-0.208	-3.778	24.65	0.021	-0.09	-0.13
Si	-0.747	-0.162	-4.604	-0.033	-0.087	-0.017
Si	5.852	7.749	24.01	-0.059	0.008	-0.19
Si	-7.417	-5.025	-2.551	-0.046	-0.068	0.059
Si	-5.353	4.78	-6.962	0.013	0.015	0.073
Si	-5.995	-7.752	-2.49	0.128	-0.048	0.204
Si	1.35	-1.36	5.439	0.011	0.005	-0.01
Si	4.085	1.369	5.455	0.005	0.007	0.007
Si	1.344	4.093	5.486	-0.004	-0.011	0.01
Si	4.085	6.836	5.448	-0.012	0.007	-0.004
Si	1.324	9.504	5.459	-0.004	-0.004	0.004
Si	4.086	12.227	5.519	-0.007	-0.008	0.012
Si	6.831	-1.338	5.482	0.001	-0.006	0.009
Si	9.536	1.386	5.411	-0.011	0	0.008
Si	6.842	4.059	5.455	-0.001	-0.006	0.01
Si	-6.758	6.776	5.402	0.006	0.005	0.004
Si	6.809	9.502	5.421	-0.003	0.013	0.002
Si	-6.805	12.253	5.438	-0.001	0.009	0.016
Si	-4.071	-1.371	5.393	0.011	0	-0.003
Si	-1.43	1.381	5.443	-0.01	-0.01	0.002
Si	-4.089	4.074	5.375	0.002	0.001	0.011
Si	-1.38	6.768	5.473	-0.002	-0.009	0.024
Si	-4.105	-6.814	5.457	-0.005	-0.003	0.009
Si	-1.356	-4.087	5.404	-0.005	0.005	0.006
Si	2.718	-0.003	6.8	0.009	-0.001	-0.003
Si	5.454	2.72	6.81	0.004	-0.011	0.004
Si	2.729	5.458	6.809	0.008	-0.011	-0.005
Si	5.445	8.177	6.813	-0.004	0.007	-0.005
Si	2.697	10.861	6.826	0.004	0.009	-0.003
Si	5.456	-2.707	6.83	-0.002	0.008	0.004
Si	8.191	0.03	6.807	-0.008	-0.007	0.008
Si	-5.429	2.729	6.778	0.006	-0.006	0.002
Si	-8.131	5.444	6.79	0.001	-0.004	0
Si	-5.448	8.142	6.808	0.012	0.005	0.009
Si	-8.162	10.875	6.788	0.002	0.002	0.003
Si	-5.432	-2.712	6.782	-0.011	0.001	-0.003
Si	-2.752	-0.007	6.798	-0.004	0.021	-0.001
Si	-0.031	2.715	6.805	-0.011	0.004	0.003
Si	-2.746	5.406	6.798	0.017	0.003	0.001
Si	-0.025	8.147	6.82	-0.01	0.004	0
Si	-2.716	-5.444	6.781	0.003	-0.013	-0.003
Si	-0.011	-2.725	6.79	-0.004	0.005	-0.006
Si	1.35	1.359	8.154	0.006	0	-0.006
Si	4.089	4.088	8.16	0.009	0	-0.004
Si	1.355	6.799	8.17	0.001	0.012	-0.006
Si	4.079	9.522	8.178	-0.007	-0.005	0.001
Si	1.343	-4.078	8.166	-0.002	-0.003	-0.001
Si	4.077	-1.354	8.171	-0.006	-0.002	0
Si	6.807	1.361	8.169	-0.005	-0.002	-0.005
Si	-6.784	4.083	8.155	0.004	0.006	-0.005
Si	6.81	6.798	8.151	-0.002	0.003	0
Si	-6.809	9.512	8.157	-0.01	-0.015	-0.007
Si	6.813	-4.083	8.167	-0.003	-0.002	-0.004
Si	-6.782	-1.352	8.156	0.007	0.013	0
Si	-4.098	1.358	8.159	-0.002	-0.02	0.011
Si	-1.382	4.066	8.17	-0.021	-0.015	0.002
Si	-4.081	6.79	8.162	0.006	0.007	-0.005
Si	-1.374	-6.797	8.165	0.011	0.007	0.005
Si	-4.079	-4.082	8.143	0.008	0.007	-0.016
Si	-1.368	-1.358	8.15	0.003	0	-0.008
Si	-0.007	-0.001	9.518	0.001	-0.003	0.001
Si	2.716	2.723	9.511	-0.002	-0.002	-0.003
Si	-0.01	5.433	9.518	-0.003	0.001	-0.006
Si	2.718	8.158	9.526	0.008	0.002	-0.002
Si	-0.014	-5.438	9.523	-0.002	-0.001	-0.001
Si	2.712	-2.718	9.521	0.004	0.001	-0.003
Si	5.44	0.006	9.526	0.009	-0.005	-0.004
Si	-8.153	2.727	9.515	-0.011	-0.011	-0.002
Si	5.45	5.442	9.52	-0.004	-0.004	0.004
Si	-8.16	8.156	9.524	-0.002	0.015	0.001
Si	5.443	-5.435	9.528	-0.01	0.011	0
Si	-8.146	-2.716	9.515	0	0.002	-0.009
Si	-5.443	0.002	9.53	-0.012	0.004	0.002
Si	-2.734	2.708	9.527	0.013	-0.003	-0.002
Si	-5.437	5.438	9.527	0.003	0.005	-0.003
Si	-2.728	8.156	9.52	0.001	-0.007	-0.001
Si	-5.439	-5.443	9.509	0.006	-0.007	-0.001
Si	-2.726	-2.721	9.512	-0.004	-0.002	-0.001
Si	1.353	-1.358	10.882	0.009	-0.007	-0.002
Si	4.078	1.369	10.88	0.004	-0.008	0
Si	1.353	4.076	10.878	0.005	0.001	0
Si	4.08	6.796	10.876	-0.008	0.007	0.001
Si	1.354	9.524	10.874	-0.004	0.008	0
Si	4.079	-4.073	10.878	0.002	-0.001	0.003
Si	6.806	-1.357	10.873	-0.013	-0.003	0.001
Si	-6.806	1.362	10.88	0.003	-0.007	-0.001
Si	-9.512	4.08	10.882	0.009	0.003	-0.001
Si	-6.797	6.797	10.887	-0.005	-0.006	0.001
Si	-9.515	9.52	10.882	-0.006	-0.01	-0.002
Si	-6.791	-4.078	10.877	-0.01	0.008	-0.005
Si	-4.079	-1.362	10.88	0.004	0.007	-0.001
Si	-1.367	1.358	10.884	-0.013	-0.002	0.004
Si	-4.084	4.077	10.887	-0.004	-0.008	0
Si	-1.367	6.795	10.876	0.007	0.016	-0.002
Si	-4.086	9.515	10.882	0.009	-0.002	0.001
Si	-1.375	-4.081	10.882	0.009	-0.001	-0.001
Si	2.718	0.006	12.238	-0.009	0	0.005
Si	5.442	2.726	12.243	-0.006	0.003	0.004
Si	2.714	5.441	12.235	0.009	0.001	0.002
Si	5.446	8.151	12.231	-0.005	0.008	0.006
Si	2.715	10.885	12.228	0.004	-0.001	0.003
Si	5.445	-2.712	12.232	0.003	0.005	-0.003
Si	8.156	0.004	12.24	-0.003	0	-0.003
Si	-5.448	2.718	12.239	-0.007	-0.009	0.002
Si	-8.148	5.429	12.247	-0.009	0.006	0.003
Si	-5.436	8.153	12.251	-0.006	0.006	-0.001
Si	-8.15	10.881	12.239	0.001	0.003	0.003
Si	-5.437	-2.718	12.245	0.012	0.002	0.002
Si	-2.732	0.004	12.244	0.008	-0.007	0.003
Si	-0.01	2.723	12.244	0.002	-0.007	0.001
Si	-2.723	5.438	12.242	0.008	-0.002	-0.001
Si	-0.007	8.161	12.226	0.007	-0.003	-0.005
Si	-2.727	-5.448	12.247	-0.004	-0.002	0.001
Si	-0.015	-2.717	12.236	-0.006	-0.006	0.007
Si	1.354	1.365	13.599	0.01	-0.011	0.009
Si	4.082	4.094	13.597	-0.012	0.004	0.009
Si	1.342	6.802	13.586	-0.01	0.02	-0.002
Si	4.083	9.519	13.57	-0.002	-0.003	0.002
Si	1.347	-4.082	13.586	0.004	0.005	0.005
Si	4.087	-1.354	13.593	0.009	-0.009	-0.001
Si	6.804	1.366	13.605	0	-0.007	0.005
Si	-6.792	4.068	13.616	0.011	-0.008	-0.006
Si	6.804	6.787	13.592	0.008	-0.007	0.001
Si	-6.795	9.517	13.605	-0.002	0.003	0.006
Si	6.811	-4.065	13.589	-0.014	-0.002	-0.001
Si	9.526	-1.345	13.6	-0.011	0.006	0.002
Si	-4.099	1.364	13.605	-0.004	0.007	-0.006
Si	-1.373	4.081	13.609	-0.003	0.003	0.012
Si	-4.075	6.79	13.616	0.006	-0.007	0.005
Si	-1.362	9.503	13.601	0.011	-0.004	0
Si	-4.088	-4.089	13.607	0	0.003	0.006
Si	-1.374	-1.355	13.597	-0.002	0.011	0.005
Si	-0.02	0.011	14.954	0	0.004	0.005
Si	2.709	2.744	14.948	-0.003	-0.008	-0.007
Si	-0.027	5.462	14.962	0.013	0.001	0.005
Si	2.723	8.157	14.922	0.004	0	-0.004
Si	0.001	-5.455	14.95	-0.007	0.003	-0.002
Si	2.707	-2.714	14.932	0	0	-0.002
Si	5.446	0.005	14.961	-0.011	-0.001	0.009
Si	8.166	2.714	14.981	-0.003	0	0.004
Si	5.455	5.436	14.969	0.002	0.007	-0.004
Si	8.167	8.138	14.947	-0.01	-0.006	-0.001
Si	5.442	10.883	14.919	0.013	-0.003	0.001
Si	8.178	-2.711	14.955	-0.001	0.002	0.004
Si	-5.462	0.026	14.982	0.019	0.007	-0.004
Si	-2.75	2.726	14.966	0.003	-0.015	-0.006
Si	-5.418	5.411	14.978	-0.009	-0.004	0.002
Si	-2.707	8.142	14.981	-0.002	0.002	0.004
Si	-5.434	-5.456	14.98	0	-0.005	0.001
Si	-2.738	-2.71	14.954	0.005	0.002	-0.004
O	5.58	-4.472	-6.26	0.027	0.061	0.043
O	-4.216	-4.634	24.029	0.621	0.163	0.147
O	5.119	-0.768	24.874	-0.162	0.166	-0.526
O	2.796	6.627	-6.432	-0.227	-0.114	0.477
O	-4.204	-4.341	-7.044	-0.116	-0.285	0.478
O	3.382	-5.249	-4.991	-0.629	-0.009	-0.18
O	-3.688	-1.81	-1.34	-0.169	0.006	-0.798
O	6.505	-0.86	-1.35	0.139	-0.082	-0.498
O	4.962	-0.468	-7.228	0.162	-0.386	-0.198
O	-2.727	-0.116	22.251	0.036	-0.046	0.27
O	8.135	-5.525	22.175	0.118	0.082	0.467
O	-5.507	2.625	22.221	-0.146	0.165	0.254
O	3.198	1.467	-6.878	-0.806	0.176	0.226
O	-6.925	-4.244	-3.87	0.637	0.033	0.029
O	-5.415	-0.075	-0.497	0.08	-0.117	-0.349
O	-4.76	-7.047	-1.647	0.339	0.049	-0.313
O	-4.192	-7.137	23.001	-0.03	-0.596	0.166
O	-2.103	-1.002	-4.281	-0.523	0.523	-0.052
O	2.887	5.472	22.163	0.108	-0.008	0.123
O	5.765	1.937	-6.624	0.41	0.247	0.424
O	1.512	4.615	-1.416	-0.286	0.153	-0.077
O	-5.225	5.305	25.439	-0.234	-0.289	-0.415
O	-8.161	-2.627	-0.362	0.122	0.005	-0.441
O	7.971	-8.069	-0.26	0.116	0.004	-0.43
O	7.316	-1.089	22.873	0.36	-0.084	0.086
O	-3.838	3.124	25.807	-0.095	-0.502	-0.356
O	7.499	-0.095	-6.376	0.43	0.186	-0.325
O	1.383	3.849	23.388	-0.016	-0.634	0.314
O	6.775	4.377	25.808	0.239	-0.341	-0.432
O	5.34	5.537	-0.437	-0.189	-0.047	-0.747
O	1.887	-6.611	23.097	-0.005	-0.218	0.525
O	-7.088	7.754	23.321	0.24	-0.194	-0.028
O	-6.107	-6.312	24.506	-0.215	0.342	-0.056
O	-4.219	4.58	-1.446	-0.501	0.26	-0.118
O	1.426	-7.565	-1.05	-0.31	-0.177	-0.229
O	-3.567	7.618	-5.447	-0.141	0.467	-0.337
O	-0.815	0.99	-1.244	-0.05	0.256	-0.473
O	-3.582	-6.79	25.502	0.201	0.334	0.24
O	6.655	1.443	23.171	0.018	0.086	-0.442
O	0.117	-2.24	25.075	-0.121	0.196	0.241
O	-0.897	6.735	-1.68	0.293	-0.006	-0.12
O	4.785	6.044	-4.885	0.46	0.151	0.251
O	-6.471	7.262	-1.612	0.181	-0.481	-0.663
O	1.752	4.482	26.093	-0.047	-0.052	0.057
O	8.12	-4.794	-6.063	0.114	-0.426	0.212
O	2.118	6.891	-2.784	0.021	0.122	-0.434
O	6.886	6.653	24.64	0.29	-0.273	-0.2
O	5.325	-2.737	22.161	0.033	0.013	0.31
O	-2.59	-5.472	21.926	-0.036	-0.263	0.346
O	5.991	-6.496	-0.958	-0.337	-0.353	-0.137
O	-2.762	8.104	-0.537	0.047	-0.241	-0.418
O	-6.127	1.801	-4.055	0.105	0.016	0.1
O	4.782	-4.254	-1.399	-0.19	0.131	-0.209
O	-0.912	1.582	23.1	0.116	0.317	0.132
O	3.553	-5.708	24.95	0.198	-0.277	0.24
O	-5.682	8.076	-4.012	0.064	0.365	-0.51
O	0.002	-8.155	22.167	-0.059	0.152	0.438
O	7.322	-4.707	-2.322	0.043	0.379	0.077
O	-7.541	5.861	26.415	0.106	-0.379	0.237
O	-2.126	-3.836	-0.749	-0.446	-0.106	-0.074
O	-6.567	-4.461	-1.289	0.662	0.257	-0.049
O	0.77	-1.608	22.707	-0.561	-0.281	-0.032
O	7.747	2.538	-3.57	0.367	0.544	-0.358
O	3.384	-3.341	-6.841	-0.099	-0.053	-0.349
O	2.664	-1.632	24.438	0.182	0.066	-0.347
O	0.83	-3.123	-7.028	0.038	-0.706	0.027
O	-1.081	-1.606	-1.575	0.01	-0.337	0.396
O	-1.831	6.406	22.942	-0.271	-0.486	0.043
O	-0.017	-5.46	-0.354	0.245	0.293	-0.609
O	-6.31	-3.03	-6.157	-0.207	0.189	-0.22
O	2.642	0.037	21.971	0.127	-0.068	0.143
O	3.204	-4.366	22.738	-0.057	0.179	0.207
O	5.335	-5.927	-3.441	0.396	0.005	-0.493
O	6.037	-5.408	26.007	0.365	0.339	0.017
O	-5.868	-2.919	25.094	-0.36	0.161	-0.06
O	-6.026	7.804	25.688	0.152	0.377	0.144
O	5.647	1.39	-2.593	-0.136	-0.16	-0.078
O	2.834	-2.686	-0.399	-0.123	-0.108	-0.256
O	6.049	3.911	22.984	-0.132	0.319	0.198
O	4.238	4.691	26.599	0.042	0.555	-0.206
O	4.407	-2.9	-4.453	-0.122	-0.177	0.247
O	6.723	3.528	-1.39	0.569	0.036	0.048
O	5.939	-0.739	-4.46	-0.125	0.573	-0.092
O	6.708	-6.636	-7.248	0.443	-0.131	0.486
O	0.298	5.314	-3.599	-0.07	-0.352	-0.464
O	-1.507	0.647	25.507	-0.097	-0.12	-0.247
O	4.455	0.473	-0.522	0.081	-0.449	-0.043
O	-1.255	1.319	-4.973	0.26	0.467	0.389
O	6.522	-7.489	22.989	0.079	-0.07	0.125
O	1.225	-4.523	24.517	0.037	0.087	0.115
O	4.643	7.075	23.182	-0.133	0.067	0.404
O	-1.529	7.782	25.126	0.265	0.397	-0.109
O	-2.647	2.703	-0.489	-0.032	0.152	-0.129
O	5.406	-7.791	25.357	-0.645	0.094	0.243
O	-5.441	3.524	-5.937	-0.28	-0.005	-0.051
O	-2.355	3.018	-6.587	-0.09	0.222	0.413
O	-7.145	0.79	23.093	0.306	-0.276	0.513
O	4.165	1.983	22.85	-0.432	0.302	0.318
O	-6.365	-3.66	22.75	-0.364	0.043	0.251
O	-2.286	0.445	-7.176	-0.212	-0.04	0.044
O	-4.005	3.263	-3.7	0.299	-0.289	0.205
O	-7.203	1.391	-1.653	-0.05	-0.111	-0.071
O	8.051	5.555	22.296	-0.05	0.018	0.413
O	-4.641	5.796	-3.738	-0.162	0.109	0.113
O	3.001	-6.906	-2.88	-0.273	0.385	0.029
O	7.98	-7.223	25.469	-0.046	0.046	0.228
O	-0.118	5.507	24.725	0.247	0.324	0.086
O	-3.959	1.352	-5.415	-0.307	-0.458	0.061
O	2.359	-0.97	-7.454	-0.345	0.347	-0.295
O	2.802	2.611	-0.329	0.124	0.045	-0.565
O	5.131	7.564	-7.123	-0.078	-0.572	-0.225
O	-1.244	7.291	-4.374	0.408	0.145	-0.032
O	-2.228	5.089	-3.171	0.324	-0.398	-0.418
O	1.266	-0.677	-1.041	0.313	0.301	-0.329
O	7.635	0.13	25.167	0.44	0.12	0.347
O	3.831	7.637	-1.032	0.35	0.046	0.034
O	5.116	2.596	25.124	-0.192	-0.518	0.192
O	0.237	-0.116	-3.345	0.571	0.181	-0.158
O	-3.916	4.229	23.382	0.345	-0.004	0.182
O	-7.931	-0.031	-3.834	0.255	-0.325	0.155
O	7.856	-2.368	-4.961	-0.23	-0.05	0.204
O	-1.111	-4.427	25.813	-0.471	0.08	-0.115
O	-5.612	6.161	-6.119	-0.577	0.505	-0.28
O	-7.147	-6.617	-2.653	-0.58	-0.105	-0.12
O	-1.678	6.52	-6.925	-0.052	-0.177	0.01
O	-2.619	5.388	25.27	0.076	-0.139	0.405
O	-0.015	2.789	25.238	-0.046	0.034	0.354
O	-2.412	-3.311	-3.152	-0.004	-0.712	-0.062
O	4.647	-3.361	24.958	0.386	0.203	-0.481
O	-1.575	-7.289	-6.52	0.202	0.354	0.383
O	3.401	-0.53	-5.113	-0.288	0.149	0.126
O	4.206	-0.909	-2.655	-0.773	-0.058	0.284
O	2.891	4.566	-3.678	-0.147	-0.47	0.086
O	-4.004	-2.643	-5.046	-0.335	0.335	0.617
O	-0.999	-3.868	23.239	-0.368	0.148	0.019
O	6.796	-2.002	26.423	0.019	-0.175	-0.381
O	-0.002	-0.948	-5.802	0.452	0.156	-0.096
O	0.878	0.306	24.591	0.247	0.087	0.146
O	5.412	3.8	-3.661	-0.172	0.38	0.017
O	4.112	-7.758	-5.02	0.069	-0.084	-0.135
O	-4.455	-1.736	-7.455	-0.102	0.56	0.312
O	-4.29	-2.104	23.112	-0.048	0.046	0.506
O	4.009	3.78	-5.908	-0.25	0.162	-0.211
O	-1.417	-3.183	-5.586	0.132	-0.371	0.147

Results
total energy: -101654.471 eV
total energy less fixed offsets of O -438.25, Si -107.07 eV per atom: -1.271 eV
